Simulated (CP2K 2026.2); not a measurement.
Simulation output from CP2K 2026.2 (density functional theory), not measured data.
Periodic cell of 503 atoms, Si352O151, from a study of silicon, its oxide and their interface. The atomic structure is a simulated model.
Doubt: the forces sum to 1.19 eV/angstrom along one axis rather than to zero, so they err by at least 0.0024 eV/angstrom per atom on average; the grid cutoff is modest.

Settings: functional PBE; method Gaussian and plane waves; basis set DZVP-MOLOPT-SR-GTH; pseudopotentials GTH-PBE; grid cutoff 350 Ry, relative cutoff 50 Ry; k points Gamma only; occupations fixed; spin none; net charge 0.

Cell vectors (angstrom)
a 15.3867 0 0
b 0 15.3866 0
c -0.1229 -5.6079 38.751

Atoms and the computed forces on them: element, x, y, z (angstrom), force x, y, z (eV/angstrom)
Si -0.102 9.304 32.676 -0.037 0.063 0.007
Si 15.106 -1.688 32.553 0.047 0.051 0.783
Si 14.796 1.338 31.561 -0.128 -0.132 0.171
Si -0.096 6.813 32.592 -0.044 0.192 0.71
Si 3.766 9.106 32.752 -0.048 -0.194 0.691
Si 3.546 -1.914 32.813 0.144 -0.119 0.744
Si 2.273 2.339 31.444 0.128 -0.17 0.775
Si 3.827 6.688 32.756 -0.104 0.247 0.728
Si 7.776 9.039 32.907 -0.147 -0.068 0.702
Si 7.559 -1.84 32.462 -0.096 0.099 0.843
Si 6.493 0.215 30.306 0.054 -0.112 0.235
Si 7.633 6.665 32.893 0.038 0.076 0.647
Si 11.336 10.461 32.782 0.159 0.317 0.601
Si 11.384 -2.435 32.679 -0.068 -0.324 0.656
Si 11.375 2.712 32.786 -0.011 0.089 0.076
Si 11.416 5.168 32.751 0.06 -0.219 0.617
Si 1.818 9.71 34.014 0.061 0.032 -0.054
Si 1.615 -1.77 34.03 -0.056 0.018 0.007
Si 2.622 2.142 33.83 0.024 -0.005 -0.019
Si 1.82 6.106 33.882 0.009 0.023 -0.109
Si 5.725 9.741 33.913 -0.03 0.023 -0.068
Si 5.634 -1.798 33.892 0.013 -0.012 -0.017
Si 5.075 2.195 34.083 -0.043 0.001 0.002
Si 5.684 6.062 34.06 -0.041 -0.009 -0.085
Si 9.561 9.817 34.209 -0.032 0.03 0.05
Si 9.459 -1.752 33.889 -0.022 0.003 -0.028
Si 9.408 2.158 33.95 0.482 -0.018 0.369
Si 9.558 5.944 34.038 0.017 -0.038 0.056
Si 13.326 9.808 33.924 0.031 -0.014 0.007
Si 13.255 -1.799 33.975 -0.047 0.027 -0.031
Si 13.276 2.152 34.055 -0.485 -0.023 0.41
Si 13.379 5.986 33.847 0.076 0.016 -0.038
Si 1.74 -3.712 35.338 -0.003 -0.001 0.016
Si 1.867 0.258 35.201 -0.026 0.025 0.011
Si 1.904 4.062 35.128 -0.064 -0.007 0.01
Si 1.809 7.866 35.444 0.007 0.04 0.017
Si 5.661 -3.698 35.279 -0.017 0.036 0.003
Si 5.617 0.182 35.242 0.016 0.024 0.022
Si 5.596 4.1 35.373 0.046 -0.053 0.02
Si 5.691 7.937 35.451 0.035 -0.018 0.023
Si 9.409 -3.59 35.413 -0.006 0.008 -0.003
Si 9.514 0.188 35.248 -0.043 0.029 -0.024
Si 9.421 4.035 35.391 0.04 -0.015 -0.039
Si 9.642 7.842 35.461 0.003 -0.004 -0.039
Si 13.37 -3.692 35.356 -0.026 -0.01 0.027
Si 13.277 0.167 35.312 0.032 0.021 -0.01
Si 13.462 4.104 35.332 -0.034 0.008 -0.037
Si 13.267 7.874 35.298 0.015 0.01 -0.05
Si 15.256 -3.69 36.743 0.009 -0.01 0.005
Si -0.095 0.247 36.576 0.005 -0.03 -0.011
Si 0.009 4.038 36.622 0.016 -0.031 -0.001
Si 15.214 7.878 36.685 0.022 -0.027 -0.012
Si 3.715 -3.667 36.644 0.012 0.02 0.001
Si 3.726 0.157 36.66 -0.001 0.004 -0.028
Si 3.686 4.131 36.698 -0.011 -0.004 0.016
Si 3.745 7.905 36.772 0.001 0.022 0.039
Si 7.508 -3.643 36.747 -0.004 0.01 0.014
Si 7.56 0.205 36.599 0.023 -0.008 0.013
Si 7.52 4.045 36.737 0.005 -0.007 0.025
Si 7.643 7.888 36.741 -0.022 0.01 0.028
Si 11.408 -3.65 36.687 -0.016 0.005 -0.046
Si 11.388 0.186 36.688 0.008 0.021 0.045
Si 11.451 4.047 36.645 -0.029 -0.015 -0.018
Si 11.494 7.865 36.82 -0.014 -0.007 0.038
Si 15.241 9.78 38.086 -0.003 -0.014 0.011
Si -0.094 -1.688 37.99 -0.002 0.007 -0.024
Si -0.096 2.124 37.999 -0.035 0.014 0.023
Si -0.093 5.945 38.029 0.018 0.019 -0.011
Si 3.719 9.841 38.077 -0.008 0.007 0.002
Si 3.717 -1.745 38.033 0.019 -0.046 -0.004
Si 3.72 2.129 37.989 -0.007 0.015 -0.04
Si 3.718 5.99 38.117 0.023 0.017 0.017
Si 7.586 9.815 38.091 0.009 -0.019 -0.008
Si 7.537 -1.687 38.036 0.002 -0.003 -0.004
Si 7.557 2.093 38.031 -0.004 0.001 0.01
Si 7.57 5.966 38.093 0 0.011 -0.01
Si 11.426 9.833 38.087 -0.008 0 0.038
Si 11.417 -1.732 38.05 -0.008 0.029 0.013
Si 11.428 2.128 38.021 0.017 -0.026 0.002
Si 11.444 5.915 38.096 0.023 -0.024 -0.009
Si 1.916 -0.002 11.547 0.001 0.011 -0.009
Si 1.918 3.883 11.584 0.013 0.002 -0.006
Si 1.933 7.652 11.519 0.005 0.008 -0.013
Si 1.928 11.601 11.566 -0.006 0.006 -0.016
Si 5.769 0.01 11.54 -0.012 0.012 -0.006
Si 5.753 3.924 11.53 -0.015 -0.02 -0.014
Si 5.786 7.713 11.551 0.003 0 -0.024
Si 5.76 11.607 11.554 0.01 -0.012 -0.021
Si 9.619 0.02 11.563 -0.01 -0.005 -0.004
Si 9.622 3.947 11.565 -0.014 0.004 0.005
Si 9.617 7.717 11.589 0.003 -0.006 -0.008
Si 9.625 11.598 11.574 -0.005 -0.006 -0.003
Si 13.462 0.009 11.556 0.003 0.008 -0.001
Si 13.458 3.898 11.562 0.015 0.001 -0.002
Si 13.459 7.68 11.551 0.011 0.004 -0.007
Si 13.48 11.591 11.574 -0.007 -0.002 -0.007
Si 1.881 1.918 12.885 -0.004 0.005 -0.015
Si 1.93 5.79 12.987 -0.001 0.009 0.006
Si 1.945 9.599 12.791 -0.015 0.012 -0.025
Si 1.941 -1.874 12.987 -0.002 -0.044 -0.002
Si 5.733 1.974 12.816 0.007 0.009 -0.05
Si 5.775 5.813 12.951 0.007 -0.008 0.008
Si 5.808 9.66 12.86 -0.002 0.015 0.007
Si 5.731 13.507 12.963 -0.002 0.01 0.014
Si 9.639 1.992 12.844 -0.001 -0.008 -0.008
Si 9.596 5.833 13.023 -0.008 -0.007 0.005
Si 9.632 9.661 12.911 0.027 0.017 -0.003
Si 9.611 13.502 12.975 -0.001 0.005 -0.006
Si 13.443 1.953 12.874 -0.003 0.004 -0.004
Si 13.45 5.789 12.977 -0.009 0.012 0.021
Si 13.468 9.62 12.858 0.01 0.008 0.007
Si 13.507 13.507 12.974 0.005 -0.009 0.013
Si 15.336 1.898 14.247 0.018 0.008 -0.012
Si -0.013 5.753 14.35 0.004 -0.01 -0.028
Si 0.043 9.555 14.13 0.008 -0.016 -0.055
Si 0.042 -1.882 14.389 -0.025 -0.002 -0.029
Si 3.826 1.897 14.183 0.019 0.001 -0.021
Si 3.88 5.798 14.348 -0.041 0.007 -0.006
Si 3.851 9.62 14.131 0.011 -0.015 -0.007
Si 3.838 -1.863 14.411 -0.013 0.001 -0.017
Si 7.676 2.062 14.096 -0.02 0.018 -0.024
Si 7.644 5.87 14.399 0.06 0.013 0.007
Si 7.705 9.701 14.261 -0.023 -0.023 0.006
Si 7.649 -1.885 14.319 0.046 0.001 -0.021
Si 11.537 1.998 14.238 -0.004 0.006 -0.033
Si 11.537 5.818 14.387 0.001 -0.003 -0.023
Si 11.573 9.637 14.246 -0.016 -0.01 -0.055
Si 11.57 -1.872 14.312 -0.008 0.005 -0.036
Si 0.012 0.079 15.779 0.001 -0.028 0.072
Si -0.037 3.777 15.659 0.009 -0.007 0.044
Si -0.004 7.726 15.622 -0.023 0.006 0.026
Si 0.108 11.422 15.502 -0.015 0.023 0.021
Si 3.833 0.119 15.767 0.002 -0.028 0.096
Si 3.825 3.776 15.569 -0.002 0.018 0.055
Si 3.903 7.799 15.613 -0.04 -0.053 0.031
Si 3.86 11.462 15.568 0.003 -0.014 0.031
Si 7.626 0.176 15.434 -0.011 -0.031 0.027
Si 7.641 3.861 15.634 -0.013 0.023 0.06
Si 7.621 7.855 15.735 0.013 0.005 0.052
Si 7.673 11.582 15.715 0.037 0.042 0.039
Si 11.563 0.092 15.613 -0.019 0.006 0.033
Si 11.518 3.862 15.712 0.018 0.003 0.064
Si 11.541 7.775 15.717 0.012 0.015 0.058
Si 11.628 11.555 15.609 -0.003 -0.01 0.029
Si 1.915 0.8 17.04 0.068 0.246 -0.748
Si 1.922 3.271 16.856 -0.031 -0.316 -0.628
Si 1.96 7.958 16.879 -0.024 -0.14 -0.719
Si 1.966 11.048 16.892 0.044 0.13 -0.807
Si 5.852 0.765 16.836 -0.204 0.197 -0.675
Si 5.715 3.166 16.808 0.053 -0.236 -0.751
Si 5.694 8.482 17.011 0.035 0.083 -0.007
Si 5.71 10.915 16.89 0.131 -0.322 -0.55
Si 9.535 0.444 16.711 0.094 -0.077 -0.819
Si 9.548 3.52 16.976 -0.008 0.244 -0.795
Si 9.59 8.193 16.986 -0.039 -0.264 -0.816
Si 9.704 11.312 16.906 -0.111 0.195 -0.834
Si 13.411 0.378 17.062 0.068 -0.202 -0.828
Si 13.435 3.505 17.047 0.046 0.202 -0.822
Si 13.501 8.09 17.006 -0.01 -0.19 -0.775
Si 13.624 11.179 16.825 -0.158 0.066 -0.72
Si 2.527 -0.237 19.976 -0.019 -0.007 -0.243
Si 12.316 6.442 21.774 0.032 -0.065 -0.074
Si 1.694 5.558 18.986 0.009 -0.023 -0.255
Si 3.07 -3.013 25.871 -0.005 0.05 0.098
Si 8.847 -2.927 25.401 0.038 0.001 0.074
Si 5.378 11.183 28.643 -0.013 0.029 0.178
Si 13.941 5.797 19.163 -0.014 0.033 -0.233
Si 5.129 11.154 19.934 0.072 -0.025 -0.223
Si 9.278 -1.824 18.911 -0.037 -0.072 -0.05
Si 3.656 5.574 23.913 -0.036 -0.035 -0.015
Si 5.926 -2.229 26.215 0.036 -0.028 -0.058
Si 5.637 0.418 19.907 0.167 0.098 -0.164
Si 9.921 -1.757 21.759 -0.094 -0.072 -0.057
Si 8.782 7.425 19.833 0.052 0.014 -0.157
Si 2.154 12.051 19.791 0.089 -0.048 -0.145
Si 15.041 12.206 21.226 -0.158 -0.031 -0.174
Si 1.551 1.858 26.707 -0.056 0.026 0.051
Si 12.073 11.699 21.03 0.072 0.096 0.051
Si 10.68 9.035 21.443 -0.019 0.024 0.067
Si 13.094 3.716 25.41 -0.549 -0.326 0.067
Si 14.272 10.629 28.066 0.047 0.064 0.119
Si 6.631 2.482 32.355 -0.293 -0.072 0.544
Si 1.043 8.57 27.62 -0.087 -0.116 0.104
Si 4.086 5.827 20.883 0.133 -0.002 -0.259
Si 7.317 0.241 27.32 -0.051 -0.08 0.065
Si 3.8 9.454 26.999 -0.019 0.047 0.011
Si 9.647 9.457 30.478 -0.05 -0.013 0.15
Si 5.309 6.999 26.048 -0.075 0.009 0.103
Si 5.951 3.493 19.919 -0.029 -0.056 -0.184
Si 5.712 8.142 19.385 -0.146 0.192 -0.753
Si 0.483 6.245 29.526 -0.027 -0.034 0.156
Si 13.618 -0.848 25.106 0.048 -0.004 -0.019
Si 11.101 2.492 24.788 0.452 0.17 0.211
Si 10.582 4.67 29.938 0.124 0.054 0.198
Si 0.98 6.336 25.413 -0.026 -0.062 0.17
Si 3.158 -4.274 30.675 -0.031 -0.145 0.137
Si 1.827 0.774 22.818 0.003 -0.022 -0.06
Si 11.71 -0.984 29.791 0.007 -0.003 0.17
Si 10.753 -0.623 24.283 0.034 0.175 0.046
Si 13.53 -2.035 19.07 0 0.098 -0.078
Si 1.837 -0.976 28.023 -0.027 0.023 -0.057
Si 10.399 3.984 22.347 0.009 -0.12 -0.031
Si 3.661 2.543 24.573 -0.076 -0.009 0.071
Si 3.227 5.074 30.241 0.045 0.074 0.158
Si 14.931 1.745 24.313 0.002 0.098 0.029
Si 8.992 4.423 19.918 -0.035 0.022 -0.246
Si 10.035 9.681 24.529 0.011 -0.016 -0.008
Si 7.114 -2.076 20.813 -0.006 -0.048 -0.038
Si 14.116 -1.628 27.969 -0.08 -0.046 0.033
Si 13.517 6.646 24.565 -0.127 -0.111 0.121
Si 9.284 -1.844 28.02 -0.014 0.024 0.158
Si 8.75 4.343 24.739 0.123 -0.14 0.034
Si 3.556 -0.109 30.4 -0.001 0.139 -0.041
Si 7.986 -3.611 30.04 0.109 0.035 0.074
Si 5.535 4.82 28.241 0.076 0.047 0.072
Si 0.053 -4.458 30.92 0.056 -0.497 0.572
Si 7.596 4.834 30.609 -0.031 0.085 0.176
Si 0.853 -2.03 23.925 -0.046 0.072 0.018
Si 10.161 7.236 28.266 0.052 -0.019 0.176
Si 8.387 7.285 25.835 0.045 -0.078 0.029
Si 12.25 8.786 26.483 0.037 -0.003 -0.011
Si -0.077 4.173 27.445 -0.093 0.042 -0.029
Si 11.939 2.026 30.589 -0.178 0.251 0.714
Si 6.364 2.811 25.941 0.051 0.019 0.044
Si 1.915 0.033 0.678 -0.005 -0.006 0.011
Si 1.92 3.881 0.645 0.005 0 -0.009
Si 1.937 7.718 0.631 -0.015 -0.002 -0.004
Si 1.913 11.593 0.692 -0.009 0.02 0.003
Si 5.772 0.036 0.68 -0.011 -0.006 0.007
Si 5.754 3.893 0.661 0.011 0.013 0.002
Si 5.752 7.72 0.636 0.019 0.009 0.007
Si 5.774 11.578 0.7 0.002 0.003 0.012
Si 9.627 0.043 0.693 0.009 -0.007 0.006
Si 9.603 3.884 0.644 -0.024 -0.001 -0.006
Si 9.619 7.727 0.633 -0.013 0.014 -0.003
Si 9.627 11.557 0.684 -0.017 -0.006 0.001
Si 13.46 0.041 0.701 -0.002 -0.007 -0.005
Si 13.488 3.903 0.628 0.004 0.003 -0.021
Si 13.484 7.729 0.623 -0.003 0.004 0.01
Si 13.502 11.531 0.67 -0.007 -0.023 -0.003
Si 1.912 1.965 2.021 0.001 -0.003 0.005
Si 1.929 5.804 2.01 0.009 0.002 0.015
Si 1.925 9.64 2.01 0.01 -0.002 0.002
Si 1.921 13.507 2.055 0.005 0.002 0.006
Si 5.776 1.967 2.024 0.001 0.008 0
Si 5.754 5.812 2.021 -0.018 -0.003 0.011
Si 5.774 9.635 2.021 -0.003 -0.007 0.002
Si 5.769 13.504 2.05 -0.014 -0.006 0.002
Si 9.614 1.973 2.03 0.007 0.001 0.001
Si 9.62 5.808 2.007 0.012 0 -0.008
Si 9.616 9.632 2.026 0.006 -0.005 0.005
Si 9.625 13.491 2.036 0.003 0.005 0.001
Si 13.479 1.985 2.019 0.008 -0.003 0.002
Si 13.474 5.813 2.003 0.01 0.014 -0.004
Si 13.481 9.624 2.029 -0.006 -0.005 0.006
Si 13.469 13.476 2.025 -0.012 0.008 -0.004
Si 0.001 1.966 3.392 -0.002 0.007 0.005
Si 0.004 5.806 3.375 -0.001 -0.003 0.01
Si 0.013 9.635 3.387 -0.013 -0.009 -0.002
Si -0.007 13.498 3.404 0.013 0.005 -0.002
Si 3.845 1.961 3.376 0 -0.005 -0.001
Si 3.841 5.806 3.391 0.005 0.004 0.003
Si 3.847 9.644 3.378 0.001 0 -0.002
Si 3.847 13.499 3.409 0 0.003 0.004
Si 7.694 1.963 3.39 0.007 -0.003 0
Si 7.693 5.81 3.372 -0.009 0.005 0.003
Si 7.694 9.639 3.385 0.002 0.001 0.003
Si 7.701 13.498 3.399 -0.008 -0.002 0.001
Si 11.549 1.972 3.376 -0.006 0.015 -0.009
Si 11.546 5.807 3.371 0.003 -0.002 -0.001
Si 11.547 9.637 3.379 0.007 0.004 -0.003
Si 11.549 13.487 3.394 0 -0.015 -0.004
Si -0.005 0.042 4.755 -0.012 0.007 -0.001
Si 0.001 3.886 4.747 0.003 -0.004 0.003
Si 0.005 7.722 4.75 0.013 0.011 0.001
Si 0.003 11.561 4.749 0.001 -0.002 -0.008
Si 3.847 0.045 4.754 0.001 0.002 -0.003
Si 3.847 3.877 4.746 -0.002 0.001 -0.002
Si 3.846 7.73 4.751 -0.012 0.002 -0.001
Si 3.849 11.562 4.751 -0.002 0 -0.002
Si 7.699 0.041 4.754 0.001 0.005 -0.003
Si 7.695 3.887 4.742 0.001 -0.015 -0.004
Si 7.696 7.724 4.75 0.002 0.005 0.005
Si 7.696 11.564 4.747 -0.003 -0.004 -0.002
Si 11.548 0.042 4.738 0.009 0.01 -0.006
Si 11.543 3.887 4.741 0.005 -0.014 0
Si 11.545 7.723 4.746 0.001 0.014 0.005
Si 11.545 11.559 4.747 -0.008 -0.013 -0.004
Si 1.921 0.04 6.111 0.001 -0.001 0.003
Si 1.924 3.876 6.108 0.001 0.005 0.003
Si 1.924 7.729 6.112 -0.006 -0.008 0.002
Si 1.925 11.562 6.112 -0.004 -0.002 0.003
Si 5.774 0.043 6.114 0.001 -0.001 0.002
Si 5.774 3.876 6.105 0.005 0.006 -0.003
Si 5.772 7.731 6.111 -0.007 -0.004 0.002
Si 5.775 11.565 6.112 -0.001 0.001 0.003
Si 9.627 0.042 6.108 -0.002 -0.004 -0.002
Si 9.62 3.879 6.104 0.001 0.014 -0.002
Si 9.621 7.733 6.111 -0.001 -0.011 0.003
Si 9.621 11.562 6.109 0.003 0.009 0
Si 13.46 0.043 6.116 0.002 -0.003 0.006
Si 13.462 3.877 6.107 -0.001 0.012 0.004
Si 13.467 7.73 6.111 0.007 -0.01 0
Si 13.466 11.558 6.111 -0.004 0.004 0.001
Si 1.919 1.959 7.482 0 0.012 0.002
Si 1.923 5.802 7.458 0.008 0.014 -0.003
Si 1.922 9.645 7.485 0 -0.005 -0.005
Si 1.922 13.494 7.458 0.002 0.003 -0.004
Si 5.774 1.962 7.485 0.001 0.004 0
Si 5.775 5.8 7.458 -0.008 -0.012 0
Si 5.776 9.649 7.487 0 -0.003 0.007
Si 5.775 13.496 7.461 -0.004 0.001 0
Si 9.621 1.961 7.48 -0.003 -0.004 -0.003
Si 9.619 5.804 7.457 0.001 -0.012 0.001
Si 9.622 9.651 7.489 -0.006 0.003 0.003
Si 9.623 13.495 7.456 0.002 -0.006 -0.008
Si 13.46 1.962 7.489 -0.002 0.008 0.002
Si 13.463 5.802 7.459 0 0.001 -0.001
Si 13.465 9.645 7.491 0.005 0.001 -0.001
Si 13.462 13.492 7.457 0 0 -0.006
Si -0.001 1.959 8.853 0.006 -0.003 0.009
Si -0.002 5.79 8.812 0.006 0.007 -0.007
Si 0.003 9.643 8.857 -0.001 0 0.001
Si -0.003 13.491 8.814 -0.012 -0.002 0
Si 3.844 1.959 8.844 0.001 0 0.006
Si 3.848 5.798 8.806 -0.009 0.002 -0.006
Si 3.847 9.646 8.847 -0.014 -0.002 0.002
Si 3.847 13.496 8.812 -0.004 0 0.001
Si 7.7 1.963 8.85 0.002 0.001 0
Si 7.699 5.806 8.816 0.008 0.005 -0.003
Si 7.699 9.655 8.858 0.001 -0.004 0.006
Si 7.702 13.497 8.816 0.009 0.005 -0.007
Si 11.536 1.962 8.859 0 0.005 0.003
Si 11.54 5.809 8.814 0.004 0.002 -0.005
Si 11.543 9.65 8.863 0.004 -0.003 0.007
Si 11.542 13.491 8.819 -0.003 0 -0.006
Si -0.006 0.012 10.189 -0.001 0.026 -0.006
Si 0.001 3.895 10.208 -0.012 -0.011 -0.001
Si -0.005 7.69 10.186 0.004 0.015 -0.002
Si 0.006 11.589 10.2 0.002 -0.017 0.002
Si 3.842 0.017 10.186 0.005 0.022 -0.003
Si 3.826 3.9 10.189 0.015 0.001 -0.002
Si 3.864 7.698 10.181 -0.007 0.006 -0.001
Si 3.843 11.589 10.189 -0.007 -0.016 0.007
Si 7.7 0.019 10.191 0.004 0.011 -0.003
Si 7.697 3.905 10.197 0.004 -0.025 0.001
Si 7.709 7.711 10.198 -0.01 0.01 0.006
Si 7.699 11.599 10.207 -0.006 -0.015 0.003
Si 11.538 0.01 10.195 0.003 0.019 -0.002
Si 11.539 3.912 10.197 -0.001 -0.02 0
Si 11.531 7.705 10.205 0.001 0.02 0.001
Si 11.55 11.593 10.211 0.005 -0.017 0.003
O 0.765 1.968 30.975 -0.116 0.099 -0.313
O 14.573 1.99 33.032 0.534 0.07 0.163
O 8.069 2.033 32.987 0.062 -0.045 -0.128
O 14.649 -1.925 20.245 0.144 0.747 0.035
O 0.509 1.695 23.028 -0.038 0.497 -0.541
O 4.276 8.251 26.028 -0.177 0.051 -0.583
O 2.07 6.84 18.064 0.342 0.132 0.328
O 1.95 9.5 17.477 -0.039 0.078 0.459
O 2.004 12.038 18.181 -0.172 0.555 -0.051
O 7.503 3.856 20.098 0.052 -0.168 0.085
O 0.768 5.06 26.383 0.38 -0.014 -0.221
O 6.19 0.311 18.385 0.277 -0.09 0.228
O 5.02 4.51 20.75 -0.03 -0.07 0.43
O 5.564 3.678 18.359 0.008 0.214 -0.004
O 11.348 5.275 22.288 0.077 0.055 0.329
O 12.226 -2.716 19.74 -0.367 0.187 -0.333
O 8.741 -0.524 27.247 0.207 0.269 -0.502
O 14.06 -3.214 27.628 -0.089 -0.142 -0.236
O 9.54 7.4 18.401 0.157 -0.265 0.278
O 9.648 9.768 17.431 0.003 0.038 0.322
O 14.004 12.287 17.956 0.379 0.088 0.038
O 13.409 1.943 17.579 0.058 -0.033 0.351
O 13.53 9.669 17.486 0.044 0.211 0.344
O 14.905 -1.785 24.812 -0.162 -0.428 0.078
O 11.42 10.262 20.689 -0.142 -0.119 -0.609
O 10 3.553 20.841 0.462 -0.341 -0.163
O 8.876 5.855 25.268 0.385 0.008 -0.154
O 7.386 -0.68 31.319 0.365 0.176 -0.062
O 5.457 11.55 18.393 0.04 0.414 0.12
O 13.241 7.873 25.583 0.439 0.022 -0.041
O 0.143 5.681 19.374 -0.081 -0.192 0.377
O 9.457 4.357 18.371 -0.038 0.364 -0.034
O 3.56 3.969 23.832 -0.04 -0.025 -0.189
O 6.597 11.046 29.675 -0.153 -0.404 0.301
O 13.81 0.579 24.352 -0.43 0.06 -0.156
O 7.864 -3.222 31.618 -0.091 -0.293 -0.025
O 4.871 5.968 24.893 0.506 -0.159 -0.209
O 8.22 -2.265 29.169 -0.506 0.43 0.255
O 2.048 5.867 29.488 0.228 0.232 -0.47
O 9.583 -1.612 24.809 -0.255 -0.061 -0.191
O 7.706 6.306 31.277 -0.175 0.465 -0.58
O 1.845 0.285 18.603 -0.541 0.123 0.282
O 2.5 -2.14 27.12 -0.214 -0.02 0.204
O 14.972 -0.28 31.698 -0.197 -0.101 -0.415
O 3.996 6.097 31.228 0.42 -0.076 -0.272
O 6.244 1.6 31.067 -0.454 0.033 -0.189
O 4.112 -0.061 19.86 0.1 -0.128 0.174
O 4.697 7.075 20.053 -0.053 0.149 0.112
O 5.999 12.128 20.917 -0.03 -0.253 0.634
O 1.954 -2.926 24.7 0.112 -0.257 -0.067
O 11.463 -1.815 31.156 -0.194 0.066 -0.21
O 11.284 5.515 31.144 0.023 0.335 -0.317
O 10.996 -2.962 22.024 -0.038 -0.102 0.613
O 12.183 -1.36 24.553 -0.035 -0.385 -0.195
O 9.564 1.935 17.39 0.061 -0.135 0.473
O 8.805 7.318 27.397 -0.478 0.11 0.055
O 13.424 4.492 18.346 -0.031 0.061 0.279
O 0.22 9.952 27.44 0.331 0.302 -0.209
O 5.298 6.225 27.474 -0.092 0.103 0.194
O 3.252 1.481 30.454 0.172 0.264 -0.215
O 1.049 7.7 26.266 -0.135 0.296 -0.281
O 6.801 7.498 25.723 -0.015 0.25 -0.11
O 7.771 -2.216 19.338 -0.221 -0.148 -0.339
O 11.376 7.761 27.359 0.126 -0.39 0.243
O 11.44 3.296 29.658 0.171 0.055 -0.624
O 3.942 6.179 22.448 0.09 0.242 0.241
O 11.377 0.595 30.038 -0.599 0.159 0.031
O 1.569 -0.643 23.54 0.151 -0.144 0.021
O 6.799 3.974 31.733 -0.149 0.214 0.113
O 5.185 2.224 25.005 0.174 -0.498 -0.341
O 2.015 0.622 21.233 -0.317 0.326 -0.038
O 10.489 9.406 23.001 0.182 0.127 0.027
O 9.074 8.474 24.997 -0.228 -0.1 -0.362
O 1.578 -4.348 30.335 0.072 -0.01 -0.567
O 3.667 9.662 31.197 0.085 -0.151 -0.713
O 9.259 10.83 29.699 0.213 0.203 -0.368
O 0.356 7.698 28.811 -0.463 0.375 0.264
O 13.569 1.803 30.602 0.289 0.213 -0.587
O 14.201 3.178 24.326 0.138 0.193 -0.546
O 4.247 4.485 29.153 -0.009 -0.327 -0.045
O 7.2 7.597 19.658 0.049 -0.355 -0.199
O 2.773 2.565 25.93 0.075 0.444 0.152
O 9.327 -0.611 17.899 0.149 -0.175 0.319
O 12.774 5.285 25.077 -0.585 -0.035 -0.122
O 6.836 4.912 29.196 0.128 0.266 -0.366
O 8.305 9.207 31.355 -0.405 0.157 -0.49
O 5.098 9.776 27.91 0.527 -0.418 -0.056
O 9.268 11.108 24.623 -0.365 0.155 -0.262
O 13.272 5.853 20.62 0.067 -0.358 0.151
O 3.476 -3.232 31.863 0.34 -0.318 0.064
O -0.092 6.306 31.029 -0.28 -0.377 -0.396
O 13.866 3.693 26.859 -0.4 -0.011 0.479
O 11.138 2.801 23.171 0.095 -0.293 -0.438
O 9.03 4.345 23.146 -0.489 0.146 -0.165
O 7.224 -2.725 25.364 -0.167 -0.18 -0.362
O 14.419 10.614 29.691 -0.319 -0.222 0.161
O 2.576 3.898 31.138 -0.25 0.129 0.267
O 9.894 12.245 18.224 0.259 -0.098 0.474
O 15.042 5.084 28.755 -0.524 -0.357 0.299
O 1.965 4.138 18.253 0.307 -0.256 0.438
O 10.724 -1.547 28.649 0.165 -0.188 -0.282
O 9.961 8.197 29.543 0.25 -0.095 0.034
O 6.154 -0.695 26.687 -0.412 0.13 0.047
O 11.552 7.713 21.167 0.197 -0.094 -0.111
O 9.058 5.955 20.447 0.293 -0.021 0.417
O 15.095 -2.978 31.54 -0.027 -0.023 -0.332
O 3.311 10.805 26.231 0.063 -0.001 -0.074
O 0.342 -2.758 22.599 0.264 -0.155 -0.021
O 2.605 5.557 20.305 -0.379 -0.206 0.537
O 3.54 11.333 20.229 -0.273 -0.028 0.521
O 8.333 -2.192 21.915 -0.191 -0.24 0.497
O 2.291 6.174 24.516 0.037 0.363 0.053
O 0.826 11.366 20.451 -0.099 -0.545 0.066
O 5.78 -3.096 27.564 0.256 0.075 0.068
O 2.205 -1.788 20.25 -0.065 -0.072 0.278
O 9.256 8.662 20.763 -0.407 0.337 0.023
O 7.303 1.618 26.495 0.299 0.145 0.021
O 2.065 0.495 27.387 0.108 -0.072 -0.086
O 3.374 -0.556 31.931 -0.015 0.514 0.283
O 0.866 2.884 27.766 0.051 -0.021 0.499
O 13.282 -0.598 18.379 -0.205 -0.035 0.317
O 0.267 -1.239 28.253 -0.108 -0.18 0.148
O 2.582 8.948 27.942 0.056 -0.012 0.452
O 10.485 5.7 28.696 0.268 -0.269 -0.625
O 10.386 -0.525 22.701 -0.107 0.439 -0.22
O 5.067 -0.469 29.965 -0.104 -0.641 -0.364
O 3.122 1.432 23.528 0.302 -0.187 -0.237
O 13.613 11.471 21.559 0.064 -0.273 0.277
O 13.221 -1.239 29.265 0.527 -0.044 0.414
O 6.448 -0.59 20.887 -0.044 0.21 0.541
O 3.998 -3.8 29.388 -0.108 0.166 -0.515
O 13.032 9.757 27.511 -0.313 0.07 0.208
O 7.152 0.56 28.893 0.341 0.29 -0.019
O 0.416 1.467 25.637 -0.008 -0.229 0.267
O 13.568 7.139 18.329 -0.235 0.128 0.376
O 2.551 -0.948 29.471 -0.071 -0.152 -0.001
O 4.516 -2.388 25.416 0.219 0.094 -0.714
O 9.08 4.214 30.372 -0.14 -0.321 0.222
O 9.85 3.345 25.418 -0.188 -0.158 0.356
O 15.098 6.412 24.441 0.199 -0.116 -0.47
O 10.052 -1.298 20.221 0.211 0.39 0.063
O 5.729 3.625 27.182 -0.256 -0.234 0.221
O 10.82 0.878 24.939 -0.059 -0.092 0.385
O 5.729 1.958 20.404 0.14 -0.023 0.577
O 13.063 7.015 23.075 0.399 0.3 -0.034
O 9.351 -3.05 26.943 0.089 -0.503 0.264
O 10.998 9.739 31.335 0.507 -0.251 -0.215
O 5.506 9.587 20.123 -0.101 -0.075 0.626
O 13.539 -0.763 26.722 -0.367 0.261 0.052
O 11.33 9.69 25.504 0.158 0.454 -0.097
O 7.274 3.797 25.053 -0.342 0.428 -0.124

Results
total energy: -103863.759 eV
total energy less fixed offsets of O -438.35, Si -107.03 eV per atom: 1.651 eV
